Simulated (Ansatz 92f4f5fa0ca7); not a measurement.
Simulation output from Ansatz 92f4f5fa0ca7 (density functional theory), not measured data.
Periodic cell of 221 atoms, Si132O87H1N1, from a study of silicon, its oxide and their interface. The atomic structure is a simulated model.
Doubt: the cutoff is low for norm-conserving oxygen, so forces and energies are approximate.
Doubt: the program's own warning below bears on the result.
This geometry differs little from another in the collection (a relaxation step or a small displacement).

Settings
functional: HSE06
potential files: SPMS norm-conserving
basis: plane waves
wave-function cutoff: 800 eV
density cutoff ratio: 4
exchange-correlation grid ratio: 1
k mesh: 1 x 1 x 1, Gamma-centred
occupations: fixed
spin: none
net charge: 0

Cell vectors (angstrom)
a	10.938	0	0
b	0	10.938	0
c	0	0	32.1947

Atoms: element, x, y, z (angstrom)
Si	0.1856	-0.1316	24.5344
Si	5.59	-0.3105	24.7941
Si	2.5153	3.0466	24.5199
Si	8.0779	2.9741	25.0905
Si	0.0416	5.1273	24.7073
Si	5.8198	5.1491	24.6887
Si	2.4409	8.5152	24.636
Si	7.989	8.5946	24.8303
Si	1.3991	1.4107	25.8868
Si	6.75	1.3311	26.0732
Si	4.068	4.1601	25.9541
Si	9.6146	4.1332	26.3437
Si	1.2688	6.8478	25.8753
Si	6.8559	6.8579	25.9907
Si	4.0277	9.5074	26.1124
Si	9.586	9.7328	26.0682
Si	2.7152	0.0482	27.3856
Si	8.1795	0.0597	27.4505
Si	0.0661	2.658	27.4502
Si	5.3963	2.7565	27.39
Si	2.6964	5.5368	27.3374
Si	8.1786	5.5536	27.4771
Si	-0.0318	8.2166	27.362
Si	5.455	8.1588	27.4144
Si	4.1018	1.3673	28.7764
Si	9.5708	1.3673	28.7764
Si	1.3673	4.1018	28.7764
Si	6.8362	4.1018	28.7764
Si	4.1018	6.8362	28.7764
Si	9.5708	6.8362	28.7764
Si	1.3673	9.5708	28.7764
Si	6.8362	9.5708	28.7764
Si	0	0	30.1437
Si	5.469	0	30.1437
Si	2.7345	2.7345	30.1437
Si	8.2035	2.7345	30.1437
Si	0	5.469	30.1437
Si	5.469	5.469	30.1437
Si	2.7345	8.2035	30.1437
Si	8.2035	8.2035	30.1437
Si	1.3673	1.3673	31.5109
Si	6.8362	1.3673	31.5109
Si	4.1018	4.1018	31.5109
Si	9.5708	4.1018	31.5109
Si	1.3673	6.8362	31.5109
Si	6.8362	6.8362	31.5109
Si	4.1018	9.5708	31.5109
Si	9.5708	9.5708	31.5109
Si	2.7345	0	0.6835
Si	8.2035	0	0.6835
Si	0	2.7345	0.6835
Si	5.469	2.7345	0.6835
Si	2.7345	5.469	0.6835
Si	8.2035	5.469	0.6835
Si	0	8.2035	0.6835
Si	5.469	8.2035	0.6835
Si	4.1018	1.3673	2.0507
Si	9.5708	1.3673	2.0507
Si	1.3673	4.1018	2.0507
Si	6.8362	4.1018	2.0507
Si	4.1018	6.8362	2.0507
Si	9.5708	6.8362	2.0507
Si	1.3673	9.5708	2.0507
Si	6.8362	9.5708	2.0507
Si	0	0	3.418
Si	5.469	0	3.418
Si	2.7345	2.7345	3.418
Si	8.2035	2.7345	3.418
Si	0	5.469	3.418
Si	5.469	5.469	3.418
Si	2.7345	8.2035	3.418
Si	8.2035	8.2035	3.418
Si	1.3596	1.3916	4.6737
Si	6.865	1.3378	4.8159
Si	4.1111	4.0894	4.8705
Si	9.574	4.0955	4.7885
Si	1.4044	6.8272	4.8412
Si	6.8744	6.7629	4.7649
Si	4.1416	9.502	4.7511
Si	9.5604	9.5705	4.8021
Si	2.6636	-0.0689	5.9184
Si	8.1966	-0.0136	6.2373
Si	0.031	2.7178	6.0794
Si	5.4576	2.5755	6.2332
Si	2.7859	5.5493	6.3296
Si	8.1763	5.3638	6.2104
Si	-0.0372	8.1518	6.1634
Si	5.4698	8.0786	6.1146
Si	3.713	1.3704	7.4144
Si	9.8939	1.1449	7.4304
Si	1.6371	3.8058	7.4272
Si	6.6354	4.1196	7.5601
Si	4.5143	6.5756	7.7186
Si	9.2786	7.038	7.4591
Si	1.1502	9.8129	7.3139
Si	6.9859	9.2477	7.4149
O	1.2531	4.1	24.111
O	6.7806	9.5917	24.2556
O	2.9303	2.8004	7.4067
O	8.1655	8.1891	7.8761
O	5.5613	5.3045	7.9913
O	0.0682	0.0005	7.8999
O	5.3515	5.5308	23.1544
O	10.5181	0.4988	23.0903
O	2.1701	9.4133	8.5625
O	1.2763	3.8278	9.0346
O	9.4732	1.9969	8.761
O	7.6557	9.9598	12.1108
O	3.4521	0.816	8.9765
N	4.3255	7.3381	9.3112
O	7.2251	3.3504	8.9099
O	9.8494	6.5096	8.9151
O	3.3426	2.4553	23.1745
O	4.6649	0.178	23.5214
O	9.1993	2.4949	24.0012
O	9.8255	5.5785	23.5706
O	19.8896	8.1269	23.5738
O	3.2824	7.9791	23.3201
O	6.9864	4.0097	24.4102
O	1.312	9.6428	24.1288
Si	3.8205	6.4131	10.7221
Si	9.1047	4.2797	14.6398
Si	7.4195	8.3515	11.9459
Si	4.2119	1.2741	22.4019
Si	17.1185	3.8275	14.2901
Si	2.7457	-0.4468	20.1595
Si	7.1761	4.1649	19.4903
Si	14.0153	6.652	16.4692
Si	1.9242	4.1502	10.5043
Si	5.6955	16.2141	16.7798
Si	3.7838	9.7622	17.2867
Si	10.2235	4.4497	11.6954
Si	10.9133	6.5284	16.0743
Si	7.9984	1.6189	14.5429
Si	2.8028	10.4177	9.7024
Si	9.1239	6.7831	22.6746
Si	11.1898	-1.1309	11.2174
Si	3.583	-3.2813	13.7237
Si	5.1864	8.7419	9.8742
Si	9.5711	1.7702	22.6109
Si	11.9366	-0.4219	16.6181
Si	8.4048	2.6387	9.8086
Si	-0.422	8.2464	18.4216
Si	11.7555	-2.0266	14.1669
Si	4.6945	3.8182	11.6378
Si	6.0206	6.0846	21.7667
Si	6.4659	7.7291	14.7352
Si	11.5392	6.5212	20.712
Si	11.0986	1.086	18.8655
Si	14.2237	7.6953	21.7054
Si	6.9661	1.3718	20.8137
Si	9.9587	7.2026	10.3952
Si	-0.644	3.6889	20.2144
Si	8.4521	-0.6113	19.15
Si	6.8507	10.2181	16.3961
Si	8.5734	0.3377	11.817
O	13.37	8.7911	13.9508
O	7.7203	-0.7758	17.7386
O	6.0128	8.1928	11.1568
O	1.6186	10.6189	10.8172
O	4.9571	-5.6861	10.8972
O	10.0004	7.2114	17.2604
O	6.2559	4.9503	20.6082
O	6.6379	13.2468	13.9647
O	3.5728	7.1753	12.165
O	2.3733	5.7231	10.3828
O	7.5611	4.7575	14.2758
O	11.4332	-1.5874	17.6487
O	9.8732	4.1902	13.2339
O	0.6168	7.4573	19.3875
O	6.9566	2.5345	19.6395
O	12.4308	6.2257	16.6936
O	17.2216	6.5363	15.8651
O	13.024	6.6018	21.408
O	3.288	0.6442	21.2327
O	0.7387	3.7591	11.5277
O	7.2225	-0.1284	20.151
O	8.1631	1.3953	21.9135
O	-1.6598	8.8976	19.3008
O	2.7844	9.046	20.927
O	12.2349	0.2114	19.6973
O	6.1176	9.572	8.8042
O	8.5411	7.7313	10.9661
O	8.835	0.9981	13.2888
O	7.4425	11.5036	15.6225
O	5.687	2.6104	11.24
O	2.6215	-0.3358	16.5142
O	3.1965	14.2752	11.1477
O	-6.7765	5.6776	17.2461
O	11.114	7.5409	14.7954
O	4.0669	9.7617	10.4791
O	3.4437	8.166	17.0314
O	10.013	5.2328	15.6161
O	10.2923	2.8447	21.6239
O	5.0022	15.1128	13.2154
O	4.8267	7.1708	21.29
O	11.0276	2.6896	19.1475
O	8.945	2.7628	15.2688
O	3.7081	-0.7111	18.8584
O	5.5943	1.6954	21.6396
O	5.2463	10.2122	16.7191
O	7.9046	1.3929	10.7559
O	9.602	0.5426	19.2489
O	17.6075	4.8123	18.0452
O	7.5918	6.5358	22.0955
O	-5.9103	-2.668	14.1624
O	7.3622	-3.4238	13.3618
O	11.3847	-0.7518	15.1261
O	10.2564	7.0973	21.555
O	9.0973	3.8043	10.7107
O	8.8143	-6.6433	19.749
O	0.429	11.9041	17.2494
O	16.5036	3.9789	15.7949
O	11.107	-1.7214	12.728
O	11.2902	4.9549	20.3772
O	0.0386	8.4819	10.2693
O	10.4418	6.0408	11.4159
O	9.9747	-0.0679	11.0952
O	14.2299	6.4836	14.8382
O	7.2284	8.9174	15.5167
H	5.4246	2.0524	10.4976

Results
free energy: -54221.253 eV
free energy less fixed offsets of H -15.86, N -279.42, O -447.96, Si -113.29 eV per atom: 0.827 eV
gap between the highest filled and lowest empty level on this k mesh: 1.220 eV

The program warned: the cutoff lies below the one the program advises for these potential files; the model core charge is not resolved on the grid; the forces do not sum to zero within the program's tolerance; the potential files have known limits; the exchange-correlation potential is rough where the density is thin.
